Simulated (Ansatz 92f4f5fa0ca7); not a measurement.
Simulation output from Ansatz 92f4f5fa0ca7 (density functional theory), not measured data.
Periodic cell of 224 atoms, Si133O90H1, from a study of silicon, its oxide and their interface. The atomic structure is a simulated model.
Doubt: the cutoff is far below the 930 eV that the study's wrapper takes by default for these files, so forces and energies are approximate.

Settings
functional: PBE
potential files: Ansatz PAW
basis: plane waves
wave-function cutoff: 580 eV
density cutoff ratio: 5
exchange-correlation grid ratio: 1
k mesh: 1 x 1 x 1, Gamma-centred
self-consistency stop: 5e-08 eV per atom in the density residual
occupations: fixed
spin: none
net charge: +1 e, with a uniform compensating background and no finite-size correction

Cell vectors (angstrom)
a	10.938	0	0
b	0	10.938	0
c	0	0	32.3293

Atoms: element, x, y, z (angstrom)
Si	0.3797	-0.3942	24.8888
Si	5.2116	0.2068	24.7717
Si	2.8613	2.357	24.7363
Si	7.8407	2.8551	24.7599
Si	-0.2713	5.6847	24.9448
Si	5.6951	5.1914	24.8761
Si	2.5851	8.2511	24.8662
Si	8.3381	7.7657	24.991
Si	1.4145	1.2413	26.2182
Si	6.7473	1.3408	26.1759
Si	4.0222	4.015	26.059
Si	9.5307	3.9689	26.0919
Si	1.3324	6.8031	26.2461
Si	6.8303	6.6529	26.3434
Si	4.1455	9.4982	26.1251
Si	9.547	9.5022	26.1041
Si	2.8073	-0.0759	27.5653
Si	8.206	-0.0141	27.4891
Si	0.0231	2.6882	27.5
Si	5.4285	2.7493	27.534
Si	2.7462	5.4246	27.5147
Si	8.2777	5.347	27.5965
Si	-0.0132	8.2211	27.5655
Si	5.5016	8.1746	27.5459
Si	4.1018	1.3673	28.911
Si	9.5708	1.3673	28.911
Si	1.3673	4.1018	28.911
Si	6.8362	4.1018	28.911
Si	4.1018	6.8362	28.911
Si	9.5708	6.8362	28.911
Si	1.3673	9.5708	28.911
Si	6.8362	9.5708	28.911
Si	0	0	30.2783
Si	5.469	0	30.2783
Si	2.7345	2.7345	30.2783
Si	8.2035	2.7345	30.2783
Si	0	5.469	30.2783
Si	5.469	5.469	30.2783
Si	2.7345	8.2035	30.2783
Si	8.2035	8.2035	30.2783
Si	1.3673	1.3673	31.6455
Si	6.8362	1.3673	31.6455
Si	4.1018	4.1018	31.6455
Si	9.5708	4.1018	31.6455
Si	1.3673	6.8362	31.6455
Si	6.8362	6.8362	31.6455
Si	4.1018	9.5708	31.6455
Si	9.5708	9.5708	31.6455
Si	2.7345	0	0.6835
Si	8.2035	0	0.6835
Si	0	2.7345	0.6835
Si	5.469	2.7345	0.6835
Si	2.7345	5.469	0.6835
Si	8.2035	5.469	0.6835
Si	0	8.2035	0.6835
Si	5.469	8.2035	0.6835
Si	4.1018	1.3673	2.0507
Si	9.5708	1.3673	2.0507
Si	1.3673	4.1018	2.0507
Si	6.8362	4.1018	2.0507
Si	4.1018	6.8362	2.0507
Si	9.5708	6.8362	2.0507
Si	1.3673	9.5708	2.0507
Si	6.8362	9.5708	2.0507
Si	0	0	3.418
Si	5.469	0	3.418
Si	2.7345	2.7345	3.418
Si	8.2035	2.7345	3.418
Si	0	5.469	3.418
Si	5.469	5.469	3.418
Si	2.7345	8.2035	3.418
Si	8.2035	8.2035	3.418
Si	1.3226	1.4463	4.7259
Si	6.8564	1.3765	4.8291
Si	4.0722	4.1207	4.8237
Si	9.5751	4.1197	4.7949
Si	1.361	6.8389	4.8604
Si	6.7578	6.9367	4.7038
Si	4.084	9.5925	4.7819
Si	9.5422	9.6214	4.792
Si	2.7362	0.1275	6.0126
Si	8.2555	0.0806	6.2622
Si	0.0446	2.7955	6.2001
Si	5.5168	2.7854	6.1657
Si	2.714	5.4659	6.3104
Si	8.1555	5.5935	5.9561
Si	-0.0127	8.2941	6.1597
Si	5.489	8.3019	6.1816
Si	3.9849	1.5328	7.439
Si	9.8734	1.2755	7.6055
Si	1.6794	3.7285	7.6681
Si	6.6574	4.4974	7.3467
Si	4.3893	6.676	7.4797
Si	9.2515	7.1169	7.3328
Si	1.153	9.9979	7.3358
Si	7.1007	9.4135	7.5691
O	9.522	6.7604	24.3882
O	4.0441	1.2811	24.2236
O	8.1705	8.2111	7.9547
O	2.8937	2.653	7.937
O	6.8166	4.0902	24.3742
O	1.471	9.3856	24.4486
O	5.5124	5.5464	7.9403
O	0.0552	0.1105	8.0229
O	7.6239	4.0568	8.5856
O	6.5646	10.0338	9.014
O	9.8538	6.2106	8.578
O	2.1823	9.4529	8.4934
O	4.5644	0.7789	8.7885
O	1.0748	3.8601	9.2015
O	9.4134	2.0902	8.9893
O	3.8858	7.381	8.9128
O	7.2652	8.1653	23.7839
O	8.1249	2.0823	23.3211
O	5.1988	5.9145	23.4908
O	1.9697	2.8707	23.421
O	10.9754	0.2605	23.4099
O	0.5777	5.1176	23.6554
O	3.194	7.6406	23.4549
O	6.0083	10.5102	23.4534
Si	6.1621	-2.8438	20.4688
Si	4.1708	6.7119	22.5296
Si	-6.7092	15.2799	11.7811
Si	5.6547	1.6481	12.2996
Si	5.9273	0.4697	9.6401
Si	-1.1406	-0.6235	16.314
Si	-0.015	-0.4427	13.4136
Si	-1.9425	2.2717	21.9416
Si	5.4732	5.026	14.295
Si	2.8477	3.5211	18.5399
Si	2.1681	-2.269	12.4345
Si	2.056	5.4983	20.6863
Si	8.0799	2.8644	9.5797
Si	0.1165	8.0356	20.4852
Si	12.8419	3.2194	15.8915
Si	3.8556	-3.3165	14.6692
Si	-1.3586	5.6407	13.9895
Si	-2.8823	14.4795	19.262
Si	5.7893	3.551	17.1821
Si	8.5764	6.4863	19.4094
Si	-3.7444	-1.4068	22.8938
Si	-1.4562	7.1908	16.495
Si	7.6322	1.2358	17.5222
Si	3.0622	0.8764	20.0252
Si	12.1277	4.2442	10.7923
Si	5.4515	10.4584	18.7789
Si	10.0349	10.5499	22.2441
Si	-0.6773	-3.0025	12.2204
Si	1.1276	-0.9815	18.2871
Si	2.5204	8.1547	9.3927
Si	-3.1447	3.6788	12.6257
Si	-0.1287	6.6646	9.8039
Si	0.7842	3.787	22.7365
Si	-7.4848	1.3505	14.3238
Si	12.1098	6.1215	15.5162
Si	0.8792	2.245	13.2007
Si	3.5635	-0.9601	16.3925
O	2.2279	-1.4368	17.1915
O	-1.9838	-6.0417	19.4016
O	4.5797	-0.2327	17.4316
O	-2.0941	6.176	15.3676
O	0.6535	3.2363	11.942
O	1.2701	-4.0085	20.8377
O	1.3181	7.0791	9.1751
O	-6.0832	2.8463	11.5021
O	9.3004	-4.1408	12.8666
O	5.1007	-4.3492	14.5657
O	2.4038	1.6496	13.1083
O	4.1781	4.4611	13.4348
O	-4.0264	0.212	18.5967
O	3.3266	2.5997	15.3729
O	4.3509	8.7104	15.7707
O	5.8011	4.3961	15.7772
O	2.3767	7.1236	15.1428
O	8.6954	-0.8259	23.0548
O	-5.7573	16.417	11.1075
O	1.9724	4.8286	16.0614
O	6.6836	4.0533	18.4904
O	1.1771	4.2577	21.241
O	4.279	3.5985	17.7799
O	6.9264	1.7331	9.4808
O	0.9106	-3.3136	12.5678
O	-0.6493	3.0821	22.4998
O	6.4219	2.0793	16.794
O	-0.83	7.9142	10.5929
O	-8.4866	4.993	19.1626
O	20.5752	7.264	20.3596
O	5.6903	0.3681	11.2617
O	8.6792	6.9907	17.8787
O	-2.9031	2.9749	20.8119
O	9.1229	4.1438	13.4854
O	-9.1761	2.8178	17.4967
O	-0.2346	12.0242	12.9085
O	-1.0699	-1.507	12.7612
O	0.615	-2.29	19.0725
O	3.0157	2.459	19.7952
O	1.8422	11.011	19.3395
O	2.6722	8.7175	10.8934
O	3.538	-2.6451	13.2191
O	5.5895	8.874	19.1428
O	-11.127	-0.3157	17.6111
O	8.5123	0.3831	16.4472
O	4.947	7.6316	21.4352
O	2.7445	4.5621	11.144
O	-4.2124	4.78	13.2541
O	-6.3733	11.1969	19.9822
O	-0.2017	10.5801	15.0226
O	6.9989	9.2179	21.3103
O	0.2493	-5.3472	14.2783
O	8.6032	13.24	18.324
O	8.2452	3.6058	11.0373
O	7.1242	2.1878	12.829
O	-0.1307	-1.6393	21.5162
O	1.5096	-0.8816	12.9849
O	0.1547	6.8319	16.5952
O	0.142	5.4919	10.8957
O	0.7581	2.7867	14.7798
O	7.0868	6.8316	20.0018
O	3.3612	5.6126	21.6492
O	-1.6531	8.7738	16.1602
O	3.1017	0.032	15.203
O	-1.3808	0.8565	21.2886
O	-6.019	1.1784	13.6728
H	-6.1368	16.9722	10.4042

Results
free energy: -135753.470 eV
free energy less fixed offsets of H -15.97, O -568.88, Si -635.61 eV per atom: -2.170 eV

Forces (eV/angstrom), in the order of the atoms: element, x, y, z
Si	-0.0006	-0.0012	-0.0023
Si	0.0081	-0.0084	0.0281
Si	0.0067	0.0033	0.0215
Si	-0.0028	-0.004	0.0085
Si	-0.0043	-0.0054	0.0171
Si	0.0039	-0.0106	0.0003
Si	0.0084	-0.0068	0.0146
Si	0.0021	-0.0008	0.0093
Si	-0.0081	0.0091	0.0117
Si	-0.0015	-0.0017	0.0031
Si	-0.0007	0.001	0.0088
Si	0.0025	0.0016	0.0059
Si	0.0032	0.0009	0.0064
Si	-0.0046	0.0055	0.0091
Si	0.0041	0.0009	0.0063
Si	-0.0097	0.0041	0.0103
Si	0.0039	0.0005	0.0016
Si	0.0028	0.0014	0.0012
Si	0.0097	-0.0027	0.0029
Si	-0.0005	0.0046	-0.0042
Si	0.0044	-0.0012	0.0065
Si	-0.002	-0.0047	0.0032
Si	0.0029	-0.0006	0.0002
Si	0.0003	-0.0009	0.0028
Si	0.0737	-0.06	0.1687
Si	-0.0332	-0.1135	-0.2693
Si	-0.0402	-0.1855	-0.1772
Si	-0.1587	-0.3512	0.3234
Si	-0.0656	-0.1312	-0.1437
Si	0.1173	-0.1806	0.1757
Si	0.0553	-0.0266	0.2497
Si	0.1523	0.0295	-0.1016
Si	0.0548	0.0006	-0.0683
Si	0.0097	0.1198	-0.0453
Si	-0.0596	-0.0979	-0.0576
Si	-0.1917	-0.0463	-0.0395
Si	-0.0246	0.117	-0.0484
Si	0.0602	0.0202	-0.0672
Si	-0.1473	-0.0273	-0.0511
Si	-0.037	-0.0409	-0.0684
Si	-0.0325	0.0365	0.0447
Si	0.1092	-0.0815	0.0486
Si	-0.0107	0.0154	0.0219
Si	0.0255	-0.0326	-0.0003
Si	0.0734	-0.0745	0.0398
Si	-0.0328	0.0128	0.0373
Si	0.0274	-0.0469	-0.0037
Si	0.0153	-0.0167	0.025
Si	0.0045	-0.008	-0.0255
Si	-0.0938	0.0564	-0.0365
Si	-0.0163	0.016	-0.0074
Si	0.0008	-0.0105	-0.039
Si	-0.0747	0.081	-0.049
Si	-0.0057	0.0211	-0.0235
Si	0.0046	-0.0035	-0.039
Si	-0.0067	0.033	-0.0043
Si	0.0257	0.0452	0.0966
Si	0.0327	-0.0502	0.0044
Si	0.1486	0.0414	0.0167
Si	0.0069	0.0114	0.113
Si	-0.0282	-0.1301	0.0094
Si	0.0272	0.0358	0.1096
Si	-0.0342	-0.0152	0.1029
Si	0.1417	0.0154	0.0027
Si	-0.1745	0.1388	-0.2228
Si	0.1907	0.0859	0.1424
Si	0.0563	0.4417	-0.3186
Si	0.134	-0.0931	0.1283
Si	0.1917	0.1121	0.173
Si	-0.4496	0.052	-0.1377
Si	-0.0453	-0.2385	0.2226
Si	0.0157	0.5081	-0.3802
Si	0.003	0.0048	0.0045
Si	-0.0024	-0.0009	-0.0039
Si	-0.0041	-0.0026	0.0085
Si	-0.0033	-0.0021	0.003
Si	-0.0003	-0.0014	0.003
Si	-0.0052	0.0037	0.0067
Si	-0.001	-0.0013	0.002
Si	-0.0056	0.0011	0.0051
Si	-0.0011	-0.0029	-0.0055
Si	0.0038	-0.0021	-0.0016
Si	-0.003	0.0014	-0.0048
Si	-0.0017	-0.0009	-0.0087
Si	-0.003	0.0008	-0.003
Si	0.0033	-0.0079	-0.0049
Si	0.0054	0.0005	-0.0046
Si	0.0026	0.0001	-0.0066
Si	-0.001	0.0012	0.011
Si	0.0018	-0.0024	-0.0014
Si	0.0092	-0.0087	0.0142
Si	0.0096	-0.0002	0.0068
Si	0.0014	0.001	0.003
Si	0.0019	0.0015	0.012
Si	0.0015	-0.0076	-0.0108
Si	0.0045	-0.0031	0.0055
O	0.0004	0.0036	-0.0123
O	-0.0035	0.0011	-0.0226
O	-0.007	0.0032	0.0024
O	-0.0037	0.0071	0.0015
O	-0.0122	0.0093	-0.0094
O	-0.0087	0.006	-0.0117
O	-0.0084	0.0051	0.0014
O	-0.0083	0.0092	0.0038
O	-0.0013	-0.0012	0.004
O	0.0029	-0.0035	-0.0025
O	0.0007	0.0006	0.0016
O	0.0032	0.008	0.0167
O	-0.003	0.004	-0.0038
O	0.002	0.0029	-0.0172
O	0.0014	-0.0029	0
O	0.0029	-0.0032	-0.0027
O	-0.0039	0.0119	-0.0189
O	0.0063	0	-0.0195
O	-0.0066	0.0041	-0.0091
O	0.0029	-0.0058	-0.0176
O	-0.0022	-0.0005	-0.017
O	0.0063	-0.0031	-0.0217
O	0.0005	-0.006	-0.0167
O	0.0041	-0.003	-0.0259
Si	0.0046	-0.0109	0.0095
Si	0.0096	0.0006	0.048
Si	-0.0031	0.0103	-0.0231
Si	0.0027	-0.003	-0.0252
Si	0.002	0.0029	-0.0203
Si	-0.0017	-0.0075	-0.0233
Si	0.0047	-0.0048	-0.0245
Si	-0.002	0.0011	0.0334
Si	0.0029	-0.0029	-0.0236
Si	0.0145	0.113	-0.1553
Si	-0.0021	-0.0015	-0.0254
Si	-0.0017	0.0219	0.025
Si	-0.0035	-0.0024	-0.0192
Si	-0.0197	-0.0038	-0.0018
Si	0.0012	0.0074	-0.0513
Si	0.0058	0.0025	-0.0176
Si	-0.0022	-0.0017	-0.0192
Si	0.0028	0.0045	0.0018
Si	0.0121	0.0002	-0.0319
Si	-0.0033	0.002	-0.0029
Si	0.0045	-0.0063	0.0428
Si	-0.0022	-0.0109	-0.0208
Si	0.0137	0.0253	-0.0344
Si	0.0334	-0.2937	0.1124
Si	0.0015	0.0105	-0.0237
Si	0.0342	-0.1127	0.0173
Si	-0.0105	0.0039	0.0361
Si	0.0034	-0.0018	-0.0238
Si	-0.0856	-0.0698	-0.0605
Si	-0.0022	-0.0066	-0.0188
Si	-0.002	0.0011	-0.0223
Si	0.0016	0.0011	-0.0205
Si	-0.0222	0.005	0.056
Si	0.0053	0.0017	-0.0275
Si	-0.0087	0.0073	-0.0305
Si	-0.0021	0.0045	-0.0246
Si	0.0123	-0.0073	-0.0775
O	-0.0376	-0.005	0.044
O	-0.0028	-0.0103	0.0039
O	-0.0168	0.0347	-0.0158
O	0.0005	0.0045	0.0128
O	-0.0026	-0.0099	0.0195
O	-0.0092	0.0029	-0.007
O	-0.0017	-0.0033	0.0079
O	0.0019	-0.0032	0.0082
O	-0.0027	-0.0037	0.0118
O	0.0001	0.0031	0.0106
O	0.0022	0.0003	0.0092
O	0.0009	-0.0005	0.0192
O	0.0251	0.0045	0.0784
O	-0.002	0.0059	0.0214
O	0.0052	-0.0221	-0.0116
O	-0.0035	-0.0057	0.0156
O	-0.0016	0.005	0.0113
O	0.0014	0.0015	-0.0135
O	-0.0185	0.013	-0.021
O	0.008	-0.0188	0.0214
O	-0.0012	-0.0008	0.0109
O	0.0202	-0.0106	-0.0349
O	-0.0332	-0.012	0.0354
O	-0.002	-0.0014	0.0088
O	-0.0009	-0.0006	0.0107
O	-0.0013	-0.0065	-0.0116
O	-0.0073	0.0033	0.011
O	-0.0025	0.0039	0.0155
O	0.0002	-0.0107	0.0073
O	0.0205	0.0132	-0.0063
O	-0.0002	0.0059	0.0162
O	-0.0077	0.0004	0.0142
O	-0.0035	0.0025	-0.01
O	0.0024	0.0024	0.0092
O	0.007	-0.0073	0.0509
O	-0.0019	0.0016	0.0064
O	-0.0006	0.0035	0.0102
O	0.0247	0.0267	0.0292
O	-0.0052	0.1438	0.0361
O	0.1169	0.0749	0.0213
O	-0.0005	0.0025	0.0169
O	0.0083	-0.0031	0.0181
O	-0.0118	0.0564	0.0132
O	0.0163	0.002	0.023
O	-0.0018	-0.0011	0.0075
O	0.0095	0.0071	-0.0203
O	0.005	-0.0015	0.011
O	-0.0027	-0.0009	0.0133
O	-0.1147	0.0506	-0.0293
O	0.0036	0.0051	0.02
O	-0.0057	0.0002	-0.0122
O	0.0053	0.0011	0.0105
O	0.0043	0.0046	0.0079
O	-0.0004	0.0033	0.0172
O	-0.0014	0.0014	0.0104
O	0.0123	-0.0106	-0.0164
O	-0.003	0.0028	0.0116
O	0.0067	0.0006	0.0146
O	-0.0002	-0.0023	0.0111
O	0.0038	0.0036	0.0267
O	-0.0069	0.0066	0.0029
O	-0.0111	-0.0104	-0.0192
O	-0.0025	0.0093	0.0098
O	-0.0081	-0.0035	0.0093
O	0.004	0.0021	-0.0084
O	-0.0055	-0.0004	0.0133
H	0.0167	-0.0163	0.0316

The program warned: the cutoff lies below the one the program advises for these potential files; the forces do not sum to zero within the program's tolerance; the exchange-correlation potential is rough where the density is thin.
